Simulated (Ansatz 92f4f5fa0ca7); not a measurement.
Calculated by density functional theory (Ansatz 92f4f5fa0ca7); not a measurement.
Periodic cell of 259 atoms, Si165O94, from a study of silicon, its oxide and their interface. The atomic structure is a simulated model.
Doubt: the cutoff is far below the 930 eV that the study's wrapper takes by default for these files, so forces and energies are approximate.
This geometry differs little from another in the collection (a relaxation step or a small displacement).

Settings: functional PBE; potential files Ansatz PAW; basis plane waves; wave-function cutoff 580 eV; density cutoff ratio 5; exchange-correlation grid ratio 1; k mesh 1 x 1 x 1, Gamma-centred; self-consistency stop 5e-08 eV per atom in the density residual; occupations fixed; spin none; net charge 0.

Cell vectors (angstrom)
a  10.938  0  0
b  0  10.938  0
c  0  0  38.2576

Atoms: element, x, y, z (angstrom)
Si  0  0  0.683
Si  5.469  0  0.683
Si  2.7345  2.7345  0.683
Si  8.2035  2.7345  0.683
Si  0  5.469  0.683
Si  5.469  5.469  0.683
Si  2.7345  8.2035  0.683
Si  8.2035  8.2035  0.683
Si  1.3673  1.3673  2.0503
Si  6.8362  1.3673  2.0503
Si  4.1018  4.1018  2.0503
Si  9.5708  4.1018  2.0503
Si  1.3673  6.8362  2.0503
Si  6.8362  6.8362  2.0503
Si  4.1018  9.5708  2.0503
Si  9.5708  9.5708  2.0503
Si  2.7345  0  36.2061
Si  8.2035  0  36.2061
Si  0  2.7345  36.2061
Si  5.469  2.7345  36.2061
Si  2.7345  5.469  36.2061
Si  8.2035  5.469  36.2061
Si  0  8.2035  36.2061
Si  5.469  8.2035  36.2061
Si  4.1018  1.3673  37.5734
Si  9.5708  1.3673  37.5734
Si  1.3673  4.1018  37.5734
Si  6.8362  4.1018  37.5734
Si  4.1018  6.8362  37.5734
Si  9.5708  6.8362  37.5734
Si  1.3673  9.5708  37.5734
Si  6.8362  9.5708  37.5734
Si  -0.4862  0.3214  28.2803
Si  5.1999  0.2529  28.1572
Si  2.9721  2.5124  28.0724
Si  8.7316  2.0331  27.963
Si  -0.4146  5.9733  27.1337
Si  5.7709  6.01  27.8217
Si  3.3553  8.1209  27.8674
Si  8.4683  8.2332  28.0471
Si  1.3312  1.3712  29.3193
Si  6.9043  1.3309  29.3099
Si  4.1342  3.983  29.4595
Si  9.4276  3.8893  29.222
Si  1.6666  7.013  29.151
Si  7.0573  6.9784  29.4546
Si  4.1808  9.6022  29.4743
Si  9.5302  9.6317  29.5976
Si  2.6751  -0.0277  30.7284
Si  8.1299  0.0242  30.8719
Si  0.0582  2.8199  30.6832
Si  5.5436  2.6612  30.7825
Si  2.8149  5.5438  30.6689
Si  8.2308  5.3632  30.6942
Si  0.1011  8.1631  30.6487
Si  5.5779  8.2503  30.8017
Si  4.1089  1.3073  32.0949
Si  9.5985  1.4322  32.0826
Si  1.4387  4.1533  32.0617
Si  6.8465  4.0868  32.1349
Si  4.1628  6.8623  32.0962
Si  9.6462  6.7644  32.0145
Si  1.3589  9.5428  32.1125
Si  6.8427  9.5872  32.2401
Si  -0.0019  0.0129  33.4517
Si  5.4437  -0.0029  33.5423
Si  2.7667  2.7423  33.4342
Si  8.2342  2.7522  33.4892
Si  0.0487  5.4648  33.4603
Si  5.4841  5.4728  33.4822
Si  2.7621  8.2051  33.4651
Si  8.2747  8.1554  33.4415
Si  1.3813  1.3783  34.8155
Si  6.8478  1.3827  34.8467
Si  4.1074  4.1031  34.8358
Si  9.5944  4.1201  34.8418
Si  1.3856  6.8465  34.8346
Si  6.8607  6.8421  34.8306
Si  4.0886  9.5611  34.8685
Si  9.5814  9.5707  34.8269
Si  2.7337  -0.0031  3.4033
Si  8.1915  0.0117  3.4209
Si  -0.0203  2.7294  3.4339
Si  5.4673  2.7301  3.4269
Si  2.717  5.4606  3.4157
Si  8.1898  5.4507  3.4239
Si  -0.0097  8.1921  3.3992
Si  5.458  8.2035  3.4185
Si  4.0901  1.3573  4.7776
Si  9.5188  1.3909  4.8207
Si  1.3447  4.1048  4.7955
Si  6.8268  4.0874  4.824
Si  4.0717  6.8374  4.774
Si  9.5723  6.8189  4.7617
Si  1.3213  9.5993  4.7432
Si  6.8001  9.6031  4.7755
Si  -0.0386  0.0109  6.1376
Si  5.4389  0.0196  6.1921
Si  2.7002  2.6991  6.1251
Si  8.1692  2.732  6.2696
Si  -0.0316  5.4586  6.1829
Si  5.4267  5.4634  6.1438
Si  2.6706  8.2285  6.0843
Si  8.2096  8.2308  6.0551
Si  1.3038  1.3803  7.5134
Si  6.7737  1.3518  7.6611
Si  4.0807  4.0203  7.4915
Si  9.5637  4.1206  7.6364
Si  1.3315  6.8852  7.4817
Si  6.859  6.8798  7.3917
Si  3.9848  9.5949  7.4684
Si  9.5403  9.5562  7.4738
Si  2.6234  0.0025  8.8914
Si  8.2386  -0.0389  8.9209
Si  -0.0392  2.6738  8.996
Si  5.3839  2.736  9.0358
Si  2.7552  5.5059  8.7407
Si  8.1479  5.5693  8.8666
Si  -0.076  8.1961  8.8826
Si  5.3546  8.1363  8.6755
Si  3.7555  1.5037  10.2977
Si  9.7283  1.1271  10.2866
Si  1.3468  3.5494  10.6886
Si  6.6038  4.4292  10.2038
Si  4.3459  6.5602  10.0014
Si  9.3394  7.0432  10.2892
Si  0.9975  9.8126  10.2011
Si  7.3535  9.4883  10.5581
O  16.1695  4.5623  28.3447
O  9.6211  7.3043  27.3309
O  2.623  2.5311  10.9952
O  8.3371  8.2184  10.9175
O  11.9339  6.1116  27.9282
O  -1.1415  4.7188  27.8354
O  5.4429  5.512  10.6827
O  -0.0832  0.0029  10.7837
O  7.5016  3.996  11.5261
O  4.4623  0.5438  11.4469
O  9.9819  6.2182  11.5625
O  3.6494  7.3524  11.2495
O  0.6039  4.0725  12.0761
O  6.9135  10.2463  11.9422
O  9.0448  1.8052  11.646
O  1.5909  9.0418  11.5212
O  -0.129  5.6946  25.5554
O  3.0023  8.7611  26.3882
O  8.5863  2.4855  26.3251
O  -0.1522  10.2365  27.0023
O  6.6591  5.7468  26.451
O  2.6259  3.2108  26.6203
O  7.5755  8.8525  26.8095
O  5.5414  10.5032  26.713
Si  4.3895  0.3281  15.1649
Si  3.2738  3.714  25.2093
Si  -1.6556  4.0699  17.7068
Si  13.4413  7.5696  17.5112
Si  5.7725  0.3754  12.415
Si  3.7965  9.4428  19.4741
Si  -5.671  11.5322  17.9435
Si  0.7067  11.5426  20.9452
Si  4.3388  2.0881  22.8138
Si  0.0148  8.3576  16.2981
Si  9.1727  8.8711  23.2868
Si  8.7668  0.867  22.284
Si  5.974  5.4212  25.0008
Si  1.0943  5.5029  21.4588
Si  -0.6073  9.7838  18.862
Si  6.7875  9.9298  25.873
Si  3.2799  4.643  18.2142
Si  7.6905  3.7925  15.273
Si  0.1739  5.5936  12.5716
Si  0.7125  3.2665  19.4275
Si  7.8588  2.6558  12.3952
Si  2.4292  7.8181  12.1953
Si  8.7498  1.43  25.0768
Si  -2.959  5.4822  20.2561
Si  -0.6859  7.5056  20.7646
Si  -4.5743  8.0241  23.5455
Si  1.058  5.8756  24.4474
Si  6.3017  8.1277  20.4723
Si  15.7675  2.998  16.2629
Si  -1.3099  5.9036  15.4007
Si  -4.4612  4.0825  22.4964
Si  3.9281  4.3824  21.0956
Si  2.3661  8.8148  24.8854
Si  -8.3891  -1.9851  14.9505
Si  7.7075  -0.1124  19.7923
Si  3.1443  -0.6289  22.3777
Si  -0.1456  -0.6319  25.3848
O  3.1094  8.3899  13.5459
O  7.4313  -1.6361  20.3216
O  8.3771  3.1975  16.6474
O  2.1936  4.7363  24.589
O  -1.2603  -3.4205  15.7091
O  5.1908  2.1942  17.6463
O  2.6285  8.7881  18.5727
O  3.3614  9.4722  21.0193
O  6.0859  3.633  15.4461
O  5.1791  4.9462  21.9716
O  4.1017  1.9405  15.2452
O  5.9084  2.5666  22.7609
O  3.1356  6.2464  18.1483
O  6.4624  1.8378  12.4542
O  7.723  0.9706  21.0275
O  3.5767  2.8592  21.5843
O  -1.0222  9.0889  24.7226
O  -0.6491  0.8628  24.9783
O  1.217  1.8494  20.0281
O  6.9741  4.6555  23.9508
O  -1.8032  -0.0809  19.031
O  9.9068  8.3028  19.3979
O  3.5808  13.3876  24.2221
O  3.29  9.2299  23.6047
O  6.8277  6.6345  20.0789
O  5.2136  -0.1596  16.4943
O  -6.8532  0.0222  18.917
O  -0.3891  5.5194  14.1029
O  -0.7352  8.4268  22.1128
O  -0.339  9.6381  17.2563
O  8.2585  3.0242  13.9362
O  -3.3538  4.2769  21.3118
O  5.1201  8.4846  19.4103
O  1.8619  3.8926  18.4639
O  10.1236  5.1227  16.7639
O  -4.764  9.3289  24.4985
O  -6.2665  4.5248  25.3651
O  4.3149  0.4854  22.6026
O  1.363  -0.8438  24.8877
O  6.6633  0.3443  18.6763
O  1.7268  0.1704  22.1475
O  4.2588  4.355  19.4967
O  0.913  -2.0522  15.0364
O  10.2733  11.9884  21.7056
O  8.5431  10.3064  22.8739
O  3.2294  8.0287  16.119
O  -3.1533  11.1412  25.5069
O  11.7522  6.8919  20.6488
O  12.6231  7.3703  24.5896
O  8.323  4.8414  18.7952
O  2.7053  5.3733  21.4589
O  5.5568  6.8191  24.2772
O  2.953  -0.418  15.105
O  1.4738  6.5632  12.5671
O  -5.1436  8.191  22.0298
O  9.2447  6.2465  20.9198
O  -2.4714  1.9208  23.5264
O  3.8609  4.1979  16.7587
O  11.3416  4.2407  20.6994
O  -2.8457  5.3847  15.1237
O  0.4525  5.6423  22.9541
O  -0.6355  3.0971  18.5226
O  0.5719  -0.6239  19.8635
O  5.2954  -0.0809  13.8881
O  0.9246  7.326  17.1878
O  7.9896  7.7567  23.4511
O  5.9251  9.0262  9.9506
O  1.8397  -5.9938  10.0076
O  4.4713  6.9603  27.4951
O  15.0233  1.3633  27.7058

Results
free energy: -158353.038 eV
free energy less fixed offsets of O -568.88, Si -635.61 eV per atom: -2.668 eV

Forces (eV/angstrom), in the order of the atoms: element, x, y, z
Si  0.0054  -0.0099  0.01
Si  0.0048  0.0048  0.0061
Si  -0.0073  0.0372  -0.0003
Si  -0.016  0.0196  -0.0148
Si  0.0035  0.0263  0.0024
Si  -0.0153  0.0382  0.0074
Si  0.0359  0.0167  -0.0257
Si  0.0051  0.0415  -0.0007
Si  -0.0785  0.0635  0.051
Si  -0.0434  0.0545  -0.0441
Si  0.0137  -0.0153  0.0565
Si  -0.0386  -0.0417  0.0103
Si  0.0285  -0.0141  -0.1236
Si  -0.0363  -0.0281  0.0696
Si  -0.0351  -0.0689  -0.1007
Si  -0.1279  0.0385  0.0214
Si  -0.1313  0.085  0.0471
Si  0.0083  -0.0977  -0.0593
Si  0.1161  -0.0243  -0.0617
Si  0.0307  0.0844  0.05
Si  0.0253  -0.0194  -0.0131
Si  0.0551  0.0255  0.0296
Si  0.0895  0.0653  -0.0364
Si  0.129  -0.067  0.0129
Si  -0.0057  -0.0337  -0.0018
Si  0.0201  -0.0364  -0.0111
Si  0.01  -0.013  0.0045
Si  -0.0035  -0.0114  0.0102
Si  0.0354  -0.0565  0.0026
Si  -0.0235  -0.0141  0.0014
Si  -0.0352  0.0107  0.0166
Si  -0.0224  -0.0109  0.0046
Si  0.0027  -0.0079  -0.0106
Si  -0.0138  0.0038  -0.0047
Si  0.0071  -0.0099  0.0139
Si  -0.0032  -0.0016  0.0031
Si  0.0125  0.0082  -0.0594
Si  0.0032  -0.0035  0.0039
Si  0.0017  -0.0016  0.0028
Si  -0.0088  -0.0123  -0.0091
Si  -0.0032  0.0009  -0.0027
Si  0.0167  0.0111  0.0079
Si  -0.0009  0.0039  0.0025
Si  -0.0123  -0.0105  0.0216
Si  0.0088  0.0169  0.0084
Si  -0.0056  -0.0041  0.0031
Si  -0.0039  -0.004  -0.0009
Si  -0.0006  -0.0013  0.0091
Si  0.0062  0.0036  -0.0045
Si  -0.0037  -0.0034  -0.0103
Si  0.002  -0.0051  -0.0001
Si  -0.0052  -0.0027  -0.0067
Si  0.0033  -0.0042  0.0005
Si  0.0048  -0.0026  -0.0046
Si  -0.0023  0.0002  -0.0013
Si  0.0009  0.0023  -0.0074
Si  0.0006  -0.0001  0.0028
Si  0.0048  0.0024  0.0057
Si  -0.0012  0.0012  0.0012
Si  0.0054  0.0037  -0.0008
Si  -0.0063  -0.0034  0.0055
Si  0.0021  0.0018  0.0046
Si  0.0003  -0.0031  0.0004
Si  -0.0025  -0.0006  0.0068
Si  -0.0006  0.0005  0.0016
Si  0.0006  0.0019  -0.0004
Si  -0.0001  -0.0024  0.0007
Si  -0.0018  -0.0013  0.0023
Si  -0.0028  -0.002  0.0001
Si  -0.0015  0.0005  -0.0004
Si  -0.0002  -0.0022  0.0025
Si  0.0028  0.0002  0.0003
Si  -0.0004  0.001  0.002
Si  -0.0002  -0.002  0.0006
Si  0.0001  -0.0002  0.0008
Si  0.0021  0.0003  0.0006
Si  -0.0006  -0.0003  0.0005
Si  0.0009  0.0016  0.0008
Si  -0.0008  -0.0013  0.0015
Si  -0.0005  -0.0012  0.0018
Si  -0.0022  0.0012  -0.0004
Si  0.0015  -0.0008  -0.0006
Si  -0.0002  -0.0008  0
Si  -0.0011  0.0011  0.0004
Si  0  -0.0025  -0.0009
Si  -0.0014  0  0.0002
Si  -0.001  0.0022  -0.0006
Si  0.0013  -0.0003  -0.0008
Si  0.0028  -0.0005  0.0004
Si  -0.0008  0.0012  -0.0013
Si  -0.0022  0.0004  0.0005
Si  0.003  -0.0017  -0.0006
Si  0.0001  -0.0009  -0.0018
Si  0.0003  -0.0023  0.0001
Si  0.0016  -0.0011  -0.0011
Si  -0.0011  0.0018  0.0002
Si  -0.0001  -0.0003  -0.0028
Si  0.0021  0.0016  -0.002
Si  -0.0031  0.002  -0.0035
Si  -0.0002  -0.0008  -0.0007
Si  -0.0012  -0.0038  -0.0023
Si  0.0013  0.0003  0.0012
Si  -0.0014  0.0014  0.0017
Si  -0.0015  0.0014  -0.0043
Si  0.001  -0.0031  0.0086
Si  -0.0005  -0.0018  -0.0003
Si  0.0032  -0.0011  0.0069
Si  0.002  -0.0013  -0.0014
Si  0.0013  -0.0006  0.0012
Si  0.0061  -0.0088  0.007
Si  0.0009  -0.002  0.0028
Si  0.0004  0.0012  0.0098
Si  -0.0011  0.0047  0.0014
Si  0.0009  -0.003  -0.0083
Si  0.0012  0.0002  -0.0093
Si  0.0012  0.0072  0.0009
Si  -0.0056  0.0033  -0.011
Si  -0.0118  0.0012  0.002
Si  -0.0045  -0.0004  -0.0018
Si  -0.0115  0.0073  -0.0033
Si  -0.0046  -0.0018  0.0005
Si  0.0046  -0.0123  0.019
Si  -0.0006  -0.0002  0.0087
Si  -0.0039  0.0046  -0.011
Si  0.0061  0.0016  0.0254
Si  -0.0034  0.0031  -0.0011
Si  -0.0062  0.0083  -0.0085
Si  -0.0023  0.0033  0.008
O  -0.0008  0.0023  -0.0012
O  -0.0412  0.0723  0.0029
O  -0.002  0.0016  0.0014
O  -0.003  0.0027  -0.0004
O  0.072  -0.0071  0.0127
O  -0.0385  -0.0557  0.0136
O  -0.0027  -0.0004  0.0003
O  0.0004  0.0002  -0.0013
O  0.001  -0.0019  0.0072
O  -0.0047  0.0038  -0.0033
O  -0.0029  0.0024  -0.0007
O  0.0064  -0.011  -0.0163
O  0.0038  -0.0019  -0.0038
O  0.0041  -0.0073  -0.0059
O  0.0023  -0.0008  -0.0028
O  0.0007  -0.0008  0.0087
O  0.0002  0.0002  0.0008
O  -0.0005  0.0001  0.0039
O  -0.002  0.0016  0.0018
O  -0.0013  0.0041  0.0054
O  0.0031  0.001  0.0013
O  -0.0014  -0.0006  -0.0005
O  0.0027  -0.003  0.0023
O  -0.0022  0.0025  0.0042
Si  -0.0029  -0.0002  -0.006
Si  0.0005  -0.0022  0.0045
Si  -0.0013  -0.001  -0.002
Si  -0.0015  0.0009  -0.0042
Si  -0.0037  0.0001  -0.0017
Si  0.0011  0.0019  -0.0007
Si  -0.0011  -0.0009  -0.0013
Si  0.0009  -0.0017  -0.0005
Si  -0.0024  -0.0014  0.0028
Si  -0.0002  0.0003  -0.0038
Si  -0.002  -0.0005  -0.0001
Si  0.0007  -0.0025  0.0016
Si  -0.0019  -0.0001  0.0028
Si  0.0025  0.0002  -0.0004
Si  0.0006  -0.0017  -0.0003
Si  -0.0008  -0.0034  0.002
Si  0.0033  -0.0051  -0.0077
Si  -0.0008  0.0004  -0.0029
Si  0.0012  0.0009  -0.0021
Si  -0.0006  0.0034  -0.002
Si  -0.0046  -0.0009  -0.0043
Si  0.0061  -0.0014  -0.0029
Si  0.004  -0.0037  -0.0031
Si  0.0026  -0.0011  -0.0003
Si  -0.0021  -0.001  0.0008
Si  0.0037  -0.0045  0.0004
Si  -0.0018  -0.0003  0.0066
Si  -0.0007  -0.0003  0.0012
Si  0.001  -0.0016  -0.0041
Si  -0.0025  0.0005  -0.0034
Si  0.0012  0.0002  0.0016
Si  -0.0006  -0.0012  -0.0008
Si  -0.0007  -0.0017  0.0034
Si  -0.0029  0.002  -0.0047
Si  -0.0021  -0.001  0.0018
Si  0.0018  0.002  0.0008
Si  0.0005  0.0031  0.0054
O  -0.0044  -0.0028  -0.0013
O  0.0003  0.0013  0.0006
O  0.0032  0.0003  0.0036
O  -0.0025  0.0051  -0.0044
O  0.001  -0.0005  0.0028
O  -0.0001  -0.0016  0.0024
O  -0.0009  0.0001  0.0024
O  -0.0012  -0.0005  0.0043
O  0.0031  -0.0013  0.0023
O  0.0022  0.0022  0.0006
O  0  -0.0019  0.0035
O  0.0012  0.0003  -0.0005
O  -0.0008  0.0061  0.0006
O  0.006  0.0028  0.0054
O  -0.0007  -0.0012  -0.0004
O  -0.0015  0.0026  -0.0006
O  0.0007  0.001  0.0017
O  -0.0018  0.0013  -0.0012
O  0.0016  -0.0052  0.0025
O  0.0004  -0.0002  0.0004
O  0.0008  0.0006  0.0005
O  -0.0012  0.0013  -0.0012
O  -0.0005  -0.0039  -0.006
O  0.0002  -0.001  0.0006
O  0.001  -0.0025  0.0008
O  0.0004  -0.0003  0.0009
O  0.0009  -0.0017  0.0013
O  0.0031  0.0003  -0.0012
O  -0.0011  0.0016  0.0017
O  -0.001  -0.0015  0.0008
O  0.0005  -0.002  0.0001
O  0.0002  0.0002  0.0009
O  -0.002  -0.0021  0.0004
O  -0.0029  -0.0033  0.0003
O  0.0006  0.0005  0.0014
O  -0.0006  0.0056  0.0046
O  0.0092  0.0014  -0.0012
O  -0.0008  -0.0005  -0.0016
O  -0.0002  0.0022  -0.0008
O  -0.0023  -0.0011  -0.0002
O  -0.0032  -0.0006  -0.0008
O  0.0045  0.0002  0.0056
O  0.001  -0.0012  0.0042
O  -0.0036  -0.0003  0.0011
O  0.0003  -0.0016  -0.0006
O  -0.0004  0.0004  0.0016
O  0.0031  0.0002  -0.0015
O  0.0022  -0.0005  0.0019
O  0.0003  -0.0008  -0.0036
O  0.0009  -0.0016  0.0007
O  0.0042  0.0021  -0.0001
O  0.0001  -0.0026  0.0004
O  0.0015  -0.0017  0.0025
O  -0.0025  -0.0015  0.0049
O  -0.0006  -0.0009  -0.0015
O  -0.0012  -0.0013  0
O  0.0004  0.0002  0
O  0.0008  0.0005  0.0047
O  0.0018  0.0015  0.0013
O  0.0017  -0.0026  0.0046
O  0.0025  0.0009  0.0007
O  0.0006  -0.0013  0.0022
O  -0.0017  -0.0003  -0.0012
O  -0.0002  0.0007  0.0042
O  -0.0015  0  0.0016
O  0.0015  0  0.0011
O  0.0221  0.0017  0.0008
O  -0.0006  -0.0126  0.0051
O  -0.0028  0.0071  0.0019
O  -0.0027  0.0022  -0.0036

The program warned: the cutoff lies below the one the program advises for these potential files; the forces do not sum to zero within the program's tolerance; the exchange-correlation potential is rough where the density is thin.
